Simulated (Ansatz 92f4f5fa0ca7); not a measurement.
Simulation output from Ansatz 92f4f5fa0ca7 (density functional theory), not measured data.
Periodic cell of 234 atoms, Si134O100, from a study of silicon, its oxide and their interface. The atomic structure is a simulated model.

Settings
functional: r2SCAN
potential files: Ansatz norm-conserving
basis: plane waves
wave-function cutoff: 1300 eV
density cutoff ratio: 4
exchange-correlation grid ratio: 1
k mesh: 2 x 2 x 1, shifted by 0.5 0.5 0.5 of a step
self-consistency stop: 5e-08 eV per atom in the density residual
occupations: Fermi-Dirac, 0.05 eV
spin: none
net charge: 0

Cell vectors (angstrom)
a 11.5403 0 0
b 0 15.3871 0
c -4.1812 -5.8435 21.5356

Atoms and the computed forces on them: element, x, y, z (angstrom), force x, y, z (eV/angstrom)
Si 2.5925 0.3495 -0.6708 -0.1225 0.0179 -0.9074
Si 2.5055 5.0109 -1.0482 -0.1212 0.0489 -0.6304
Si 2.7171 9.6839 -0.6863 -0.0538 0.5073 -0.6139
Si 2.543 12.715 -0.1698 -0.0862 -0.0741 -0.8758
Si 6.5694 1.624 -0.417 -0.0004 0.0795 -0.8965
Si 6.5527 4.7956 -0.7042 0.2245 -0.2003 -0.8433
Si 6.4651 9.7503 -0.6253 -0.0932 -0.2157 -0.8366
Si 6.1909 12.8473 -0.5406 0.0012 -0.0971 -0.5849
Si 10.2935 1.0582 -0.2662 -0.0297 -0.3712 -0.7667
Si 10.2638 4.2111 -0.6297 -0.0857 -0.1514 -0.6184
Si 10.3378 10.1387 -0.7919 0.0759 0.2315 -0.7651
Si 10.2579 13.3158 -0.1519 0.0273 0.365 -0.9941
Si 4.4902 1.1669 0.6437 0.0454 0.0067 -0.3131
Si 4.4803 5.1595 0.3952 -0.0956 -0.0424 -0.0564
Si 4.5674 9.2069 0.6885 0.0955 0.0612 -0.1462
Si 4.4939 12.8642 1.0473 -0.0016 -0.0167 -0.2645
Si 8.3833 1.2972 1.002 -0.2344 0.0098 -0.0928
Si 8.4377 5.0996 0.6412 0.046 -0.1463 -0.0577
Si 8.4587 9.2931 0.5269 0.0095 0.1376 -0.023
Si 8.1991 13.1 0.8398 -0.4625 -0.0918 -0.1988
Si 12.3393 1.1427 0.7827 0.3419 -0.1388 -0.2398
Si 12.2366 4.9317 0.5072 -0.0424 0.0115 -0.0188
Si 12.212 9.2102 0.4665 0.0826 0.0527 -0.0925
Si 12.1584 12.9334 1.0988 0.2685 0.0747 -0.0056
Si 4.4535 3.2416 1.9023 0.0715 0.0219 -0.1354
Si 4.5303 7.1135 1.8202 -0.0308 0.0466 -0.1069
Si 4.5497 10.928 2.2631 0.1136 -0.278 0.3349
Si 4.5367 14.8353 2.2316 0.034 0.1009 0.1347
Si 8.3783 3.3025 2.1563 -0.099 0.1823 0.4118
Si 8.4554 7.1898 1.8245 -0.0369 0.004 -0.1901
Si 8.3544 11.0684 2.0992 -0.0378 0.0457 0.1054
Si 8.25 14.8303 2.3461 -0.0139 0.0734 0.2125
Si 12.3313 3.1604 2.0354 0.0191 -0.0964 0.2246
Si 12.2041 7.0872 1.7466 -0.0095 0.0621 -0.2318
Si 12.1936 10.8951 2.1721 -0.0724 -0.155 0.2374
Si 12.2662 14.8403 2.361 0.0239 0.0008 0.2569
Si 2.6694 3.2512 3.4335 -0.0575 0.0221 -0.0112
Si 2.6008 7.1287 3.2003 0.0304 -0.0052 0.1333
Si 2.5848 10.9172 3.5415 -0.0299 0.0816 -0.0886
Si 2.6715 14.837 3.6303 -0.0667 0.0868 -0.0444
Si 6.3547 3.2697 3.3863 0.0937 -0.0981 -0.0925
Si 6.4756 7.1104 3.2134 -0.0006 -0.0297 0.0968
Si 6.4895 10.9714 3.5567 -0.0448 0.0131 -0.1171
Si 6.3596 14.8428 3.6758 0.0014 -0.0567 0.014
Si 10.3596 3.2471 3.4237 -0.0209 0.093 -0.0979
Si 10.3434 7.1376 3.2313 0.0538 -0.0155 0.1485
Si 10.266 10.9785 3.5105 0.0293 -0.055 -0.0159
Si 10.2554 14.8148 3.5682 0.0721 -0.1375 0.0468
Si 2.6901 1.3993 4.9042 0.0269 0.0669 -0.0207
Si 2.6415 5.2523 4.68 -0.0359 -0.0667 -0.0593
Si 2.5952 8.9385 4.7837 -0.0027 -0.0658 -0.0089
Si 2.6217 12.863 4.8669 -0.0797 -0.0798 0.336
Si 6.3575 1.4352 4.8984 -0.1071 0.0625 -0.1021
Si 6.4005 5.2155 4.7056 0.0425 0.0052 0.0394
Si 6.5105 8.9558 4.7313 -0.0649 0.0275 -0.0631
Si 6.4005 12.8818 4.9454 0.1814 -0.0375 0.3561
Si 10.2317 1.3665 4.8406 0.027 0.0413 0.0141
Si 10.3659 5.2472 4.6805 -0.016 -0.0143 0.0739
Si 10.3057 8.9743 4.7498 -0.013 0.0474 -0.1217
Si 10.3072 12.8914 4.9021 -0.0427 -0.0076 0.42
Si 4.539 1.4306 6.3853 -0.0669 -0.0542 0.3124
Si 4.4844 5.1878 6.1745 0.0803 0.0041 0.0026
Si 4.5891 8.964 6.0859 -0.011 0.0768 -0.1648
Si 4.4673 12.8805 6.3159 -0.0156 0.0768 0.0124
Si 8.2852 1.3955 6.1916 0.0594 -0.1745 0.0321
Si 8.3905 5.2001 6.012 0.0195 -0.0649 -0.2364
Si 8.4081 8.9396 6.1275 -0.0149 -0.0095 0.0603
Si 8.3537 12.8971 6.2952 -0.0047 0.014 -0.3748
Si 12.2137 1.4034 6.0725 -0.0721 -0.1755 -0.1483
Si 12.2971 5.2885 6.0862 0.0059 0.1256 -0.2146
Si 12.1927 8.9309 6.1668 0.1186 0.0307 0.1032
Si 12.2799 12.8808 6.2708 0.0073 0.0857 -0.4106
Si 4.4869 3.3642 7.7966 -0.0957 -0.0971 0.2745
Si 4.5413 7.1208 7.4955 0.0463 -0.0175 0.3139
Si 4.557 10.8442 7.5019 -0.0378 0.038 0.194
Si 4.4848 14.8405 7.7473 -0.0953 -0.0416 0.1399
Si 8.3796 3.3222 7.4339 0.0821 0.0975 0.2377
Si 8.3588 7.038 7.4622 -0.0426 -0.1203 0.3583
Si 8.3955 10.835 7.5176 0.1102 0.1162 0.1608
Si 8.2479 14.9147 7.6297 -0.0057 -0.0437 0.1839
Si 12.2648 3.3255 7.3174 -0.0221 0.0268 0.2111
Si 12.2274 7.0652 7.65 -0.0314 -0.0174 0.3765
Si 12.3045 10.86 7.527 0.0119 -0.0056 0.198
Si 12.3016 14.9475 7.4704 0.0103 -0.0019 0.2247
Si 2.3334 3.0189 8.986 0.2034 -0.0314 0.3232
Si 2.7102 7.487 8.933 -0.1559 0.0601 0.7309
Si 2.671 10.5857 8.8619 -0.0898 -0.034 0.5916
Si 2.4904 15.2633 9.0227 -0.1247 0.1234 0.4401
Si 6.6109 3.704 8.9286 0.1047 0.1584 0.6681
Si 6.4513 6.8117 8.8524 -0.0008 -0.1073 0.6437
Si 6.4919 11.1462 8.7994 0.143 0.1763 0.609
Si 6.4099 14.3543 9.0601 0.0132 -0.0151 0.6562
Si 10.3934 3.4703 8.6649 -0.1094 -0.059 0.6714
Si 10.181 6.6064 8.8754 -0.0313 0.2072 0.4164
Si 10.3659 11.3942 8.7699 0.0978 0.3966 0.0778
Si 10.334 14.524 8.6271 0.0175 -0.1094 0.1285
Si -2.1926 -0.7102 15.1361 0.015 -0.0101 -0.1396
Si -2.1588 7.212 14.1506 -0.0705 0.1215 0.4563
Si 0.8998 4.7975 11.3365 0.285 -0.0976 0.6213
Si 9.2747 -2.2023 17.751 -0.0835 0.081 -0.6336
Si 10.8586 7.3187 11.5189 -0.0474 0.2957 0.7496
Si 5.3403 9.7845 15.4744 0.0611 0.0873 0.0085
Si 8.0678 -2.6338 13.0656 0.0106 -0.1453 0.3817
Si 7.7933 -5.698 13.6693 0.1812 0.1328 0.5441
Si -0.7383 2.377 11.5212 0.0367 -0.1803 0.5485
Si 4.5341 4.1107 13.3019 -0.0593 -0.1972 0.255
Si 2.8822 -2.4421 11.0774 0.0468 -0.1354 0.2921
Si 4.0947 4.8069 16.0325 -0.1154 0.0375 -0.3666
Si 3.2329 6.057 11.8036 0.1913 0.0463 0.5885
Si -4.0541 4.9049 13.665 -0.1576 0.0815 0.3534
Si 6.3907 4.9195 17.7695 0.199 0.0587 -0.5471
Si 2.1001 -4.5873 18.2017 -0.0111 0.2167 -0.5639
Si 0.784 12.4426 13.3045 -0.1929 -0.2832 0.6181
Si 10.2809 -2.2513 11.1693 -0.2052 0.1042 0.8268
Si 5.6171 -1.2151 11.9472 -0.0082 0.0449 0.6944
Si -0.3737 2.7533 16.3603 -0.0519 0.3773 -0.5191
Si 8.4598 3.7535 16.2571 0.1358 0.1427 -0.0593
Si 7.7876 2.8081 11.6991 -0.1746 0.0086 0.601
Si -0.9362 1.521 18.8331 -0.1623 0.0654 -0.5204
Si 6.1816 9.0852 11.1037 -0.0235 -0.0213 0.337
Si -0.1481 8.093 16.0871 -0.1058 -0.1739 -0.2508
Si 4.7396 -8.0826 17.1902 0.0318 0.176 -0.4513
Si 1.8426 0.3017 18.1487 0.1208 -0.1894 -0.6812
Si 1.879 -1.1533 15.3803 0.0927 -0.0921 -0.3133
Si 6.3417 -1.232 17.9648 -0.0362 0.0811 -0.5904
Si 1.9805 7.9181 18.1001 0.0877 -0.1756 -0.6725
Si 4.0661 -2.8558 16.4648 0.0498 -0.1031 -0.3741
Si 0.7932 9.3943 13.3043 0.0523 0.2396 0.3816
Si 3.7983 8.8105 12.8803 -0.126 0.1198 0.5627
Si -0.9281 -4.7615 17.9099 0.0569 -0.106 -0.5891
Si -4.484 1.1149 16.016 -0.0424 0.0697 -0.2513
Si 5.5829 1.416 13.4135 -0.1905 0.0617 0.2957
Si 2.2603 3.1024 17.8654 0.0494 0.1596 -0.4404
Si 11.8225 0.8977 13.9798 0.0749 -0.12 0.1914
O 6.4791 3.1785 -0.9572 -0.0416 -0.087 0.5165
O -1.6294 -1.9397 19.2358 0.0448 0.346 0.6254
O 2.664 1.559 17.4842 -0.2635 -0.0209 0.3382
O 0.1714 2.2206 14.9272 -0.102 -0.1455 0.1659
O 2.6053 11.3168 -1.1101 0.0323 -0.1293 0.8366
O 3.0289 8.8619 -2.0945 -0.0562 -0.1045 0.3113
O 2.542 14.1105 -1.064 0.1788 0.432 0.6851
O 7.8833 4.3766 12.187 -0.0419 -0.32 -0.1355
O 0.2722 10.9147 13.449 0.194 0.0693 -0.2031
O 2.6849 -0.4642 19.2944 -0.2776 -0.0718 0.688
O 1.6832 0.1019 14.3249 -0.2841 -0.0935 0.1759
O -1.8007 -3.6333 17.1435 0.1038 0.0554 0.443
O 2.2099 6.4246 -1.8797 0.3136 -0.2043 0.1879
O 6.4801 8.9485 -2.061 -0.0412 0.3014 0.4201
O 6.3766 11.3205 -1.1274 0.0311 -0.1817 0.528
O 5.6874 13.719 -1.879 0.071 -0.2505 0.5897
O 10.196 2.5672 -1.0819 0.1993 0.156 0.5879
O 3.134 4.2907 17.2231 -0.0096 -0.1935 0.1444
O 5.1157 -2.069 17.3666 0.1315 0.1428 0.2375
O 6.0643 -0.8042 19.4914 0.0186 -0.3728 0.3097
O 10.3756 9.8429 -2.4352 -0.076 0.1324 0.6217
O 4.4822 9.1652 14.2816 -0.0331 -0.0157 -0.2732
O 10.3384 11.7994 -0.8771 -0.0682 -0.0611 0.1191
O 10.2891 14.8529 -0.9825 -0.0301 -0.0446 0.896
O -4.597 1.8506 12.6821 0.0301 0.1795 -0.2512
O -5.721 1.4817 15.0218 0.2326 -0.0688 -0.0739
O 10.6057 -0.0898 14.3594 0.043 0.1063 0.0578
O -0.8283 9.2956 16.962 0.1464 0.2467 0.3083
O 1.774 4.0103 10.1989 -0.0116 -0.1456 -0.1568
O 3.0358 6.6053 10.302 -0.0942 0.2074 -0.4506
O -1.1166 1.5716 17.2056 0.1237 0.0517 0.5875
O 6.3397 14.8629 10.6535 0.066 -0.2182 -0.7089
O -5.6521 4.8385 13.8025 0.0662 -0.1347 -0.1543
O 7.0815 2.791 10.2394 -0.1404 0.2731 -0.4774
O 6.3428 7.7478 10.2093 -0.023 -0.0635 -0.4041
O 6.5634 5.2741 9.465 -0.1253 -0.0826 -0.6595
O 10.5182 11.697 10.4114 -0.0686 0.0258 -0.7347
O -3.5563 6.3802 14.1403 0.1626 -0.1973 -0.1951
O 5.0617 -0.0221 12.909 0.2118 -0.1775 -0.3479
O 6.5118 12.7252 9.2471 -0.0335 0.0548 -0.3723
O 2.4066 1.4581 9.5828 0.1257 -0.0018 -0.6326
O 0.8841 7.2605 17.0569 0.2484 0.3398 0.3891
O 2.581 9.0527 9.5031 0.159 -0.2033 -0.7279
O -0.7018 2.3673 9.8825 -0.2225 0.4338 -0.4904
O 6.6248 10.3744 10.246 -0.1502 -0.0869 -0.3337
O 2.7099 -3.7258 10.1018 0.0234 -0.0645 -0.1552
O 10.2787 12.9346 8.1856 0.0537 -0.1162 0.5344
O 10.5003 14.4723 10.2713 0.0155 -0.1695 -0.6212
O 1.4671 -0.681 16.8851 0.0746 0.3096 0.464
O 5.1916 8.8063 16.7653 -0.1216 -0.2744 0.0843
O 1.9121 5.3615 12.4744 -0.0702 -0.0134 -0.614
O 9.9025 7.6026 10.2287 0.1827 -0.5354 -0.5658
O 0.9217 -2.3564 14.8193 0.1579 0.1589 -0.1987
O 6.8908 9.8132 15.0145 -0.0708 -0.0835 -0.3109
O -3.7726 2.3692 16.7607 0.0241 0.0497 -0.0882
O 8.2224 -4.2288 13.2073 -0.1472 0.061 -0.1492
O -3.3779 0.3806 15.0941 -0.026 -0.0269 0.2105
O 9.2502 2.1496 11.8656 0.0789 0.1718 -0.3075
O 11.842 6.2237 10.8378 0.0293 -0.0672 -0.0768
O 4.6542 9.3305 11.6129 0.2305 -0.0755 -0.1891
O 8.7528 -2.1763 11.6839 0.2573 -0.0398 -0.1944
O -1.3798 6.6721 12.8368 0.1723 0.1436 -0.4763
O -1.2948 7.0565 15.5286 0.055 0.2479 -0.2657
O 2.1871 9.3888 17.4155 -0.1263 -0.0572 0.3529
O 4.4742 2.5206 13.0161 0.2776 0.226 -0.0069
O 4.4354 -2.1677 11.4079 -0.1633 0.0154 -0.1208
O 10.1308 4.9864 9.3319 0.2158 0.1132 -0.5199
O 5.9518 6.492 17.9035 -0.1698 -0.2683 0.0379
O 0.5408 0.8499 18.9716 -0.0677 0.066 0.0862
O 3.469 7.2877 18.1899 -0.0798 0.09 0.0473
O 2.2765 -1.124 10.3263 0.1403 0.1123 -0.2354
O 6.8767 0.9041 -1.8719 -0.1306 0.1549 0.5105
O -2.4362 8.8115 14.0368 -0.1877 -0.1683 -0.1971
O 8.0739 3.8298 14.6975 -0.0628 0.1529 0.003
O 3.7031 7.2042 12.8302 -0.0914 -0.114 -0.4849
O -1.4744 3.9135 16.2088 -0.1125 -0.4705 0.13
O -0.2209 3.8496 11.9946 0.1176 -0.0258 -0.4621
O 11.698 1.319 12.407 -0.2332 0.2669 -0.3254
O -2.7361 -2.0279 14.371 -0.0676 0.1383 -0.1507
O 0.0433 8.6623 12.0658 -0.1201 -0.3429 -0.2665
O 2.3463 9.4934 12.8898 0.0709 -0.2049 -0.1533
O 6.5364 -2.1399 12.9333 -0.0112 0.186 -0.4364
O 2.9029 -3.4455 17.4086 -0.1005 -0.2172 0.2417
O 2.1758 12.6147 12.5042 0.1487 0.1177 -0.5497
O -5.0451 0.1488 17.1591 0.0791 -0.1719 0.1373
O 4.8291 11.2963 15.737 -0.1259 0.0786 0.1941
O 3.3896 -1.7891 15.4181 -0.1423 -0.0372 0.2689
O 9.7515 -1.0953 16.6569 -0.156 -0.1782 0.2544
O 7.0763 8.9205 12.4456 -0.2389 0.0539 -0.4235
O 3.5497 4.2978 14.5934 0.3761 0.0586 0.0318
O 7.9365 4.9231 17.2521 -0.3403 -0.2851 0.1002
O 5.548 4.2538 16.5273 -0.0176 0.273 0.3403
O 4.2079 -8.9547 15.9108 0.1641 -0.1356 0.4899
O 7.6602 -2.1611 17.8328 0.0476 0.1405 0.2148
O 0.5443 -4.1505 18.2285 -0.0028 -0.1992 0.1589
O 0.8012 3.3897 17.2415 0.0431 -0.2427 0.2443
O -1.6844 -4.934 19.3255 0.0573 -0.1169 0.5583
O -0.3227 13.2573 12.4758 -0.1222 -0.053 -0.51
O 0.605 8.6502 14.7381 -0.1301 -0.034 0.037
O 4.273 4.8209 11.8663 -0.1382 0.1689 -0.048

Results
free energy: -62193.453 eV
free energy less fixed offsets of O -463.61, Si -117.95 eV per atom: -27.153 eV
pressure: -1.12 GPa
stress xx, yy, zz, yz, xz, xy (GPa, positive in tension): -1.03, 2.03, 2.36, 0.07, 0.1, -0.28

The program warned: the forces do not sum to zero within the program's tolerance.
